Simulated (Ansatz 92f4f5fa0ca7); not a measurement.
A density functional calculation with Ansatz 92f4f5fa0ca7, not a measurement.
Periodic cell of 223 atoms, Si131O90P2, from a study of silicon, its oxide and their interface. The atomic structure is a simulated model.
Doubt: the cutoff is far below the 930 eV that the study's wrapper takes by default for these files, so forces and energies are approximate.
This geometry differs little from another in the collection (a relaxation step or a small displacement).

Settings
functional: PBE
potential files: Ansatz PAW
basis: plane waves
wave-function cutoff: 580 eV
density cutoff ratio: 5
exchange-correlation grid ratio: 1
k mesh: 1 x 1 x 1, Gamma-centred
self-consistency stop: 5e-08 eV per atom in the density residual
occupations: fixed
spin: none
net charge: 0

Cell vectors (angstrom)
a, 10.938, 0, 0
b, 0, 10.938, 0
c, 0, 0, 32.1988

Atoms: element, x, y, z (angstrom)
Si, 10.5919, 0.2257, 24.851
Si, 5.742, 10.6787, 24.737
Si, 2.4832, 2.9133, 24.628
Si, 8.4275, 2.4654, 24.8176
Si, 0.2776, 5.1657, 24.7469
Si, 5.1588, 5.748, 24.677
Si, 2.9369, 8.0064, 24.5898
Si, 7.9425, 8.4321, 24.7226
Si, 1.3331, 1.3818, 26.0281
Si, 6.8476, 1.3115, 26.1119
Si, 4.0469, 4.106, 25.9751
Si, 9.6083, 4.0613, 26.0772
Si, 1.3995, 6.827, 25.991
Si, 6.7704, 6.8498, 26.0183
Si, 4.1033, 9.5358, 25.9902
Si, 9.4713, 9.5684, 26.1329
Si, 2.7302, -0.0079, 27.3431
Si, 8.1639, -0.0208, 27.5419
Si, 0.0107, 2.718, 27.4777
Si, 5.4404, 2.7471, 27.3557
Si, 2.7286, 5.466, 27.4177
Si, 8.1855, 5.4699, 27.353
Si, -0.0036, 8.1826, 27.3665
Si, 5.439, 8.1979, 27.4383
Si, 4.0834, 1.3712, 28.7373
Si, 9.5735, 1.3582, 28.8358
Si, 1.3633, 4.1155, 28.806
Si, 6.8255, 4.0994, 28.7397
Si, 4.0908, 6.8217, 28.7972
Si, 9.5577, 6.8263, 28.7446
Si, 1.3688, 9.5625, 28.7358
Si, 6.7844, 9.5495, 28.845
Si, 0.0162, -0.0184, 30.15
Si, 5.4397, 0.0209, 30.154
Si, 2.7352, 2.7351, 30.1423
Si, 8.1909, 2.745, 30.1457
Si, -0.0141, 5.4806, 30.1466
Si, 5.4744, 5.4623, 30.1428
Si, 2.7233, 8.2068, 30.1401
Si, 8.2068, 8.1917, 30.1484
Si, 1.3673, 1.3673, 31.515
Si, 6.8362, 1.3673, 31.515
Si, 4.1018, 4.1018, 31.515
Si, 9.5708, 4.1018, 31.515
Si, 1.3673, 6.8362, 31.515
Si, 6.8362, 6.8362, 31.515
Si, 4.1018, 9.5708, 31.515
Si, 9.5708, 9.5708, 31.515
Si, 2.7345, 0, 0.6835
Si, 8.2035, 0, 0.6835
Si, 0, 2.7345, 0.6835
Si, 5.469, 2.7345, 0.6835
Si, 2.7345, 5.469, 0.6835
Si, 8.2035, 5.469, 0.6835
Si, 0, 8.2035, 0.6835
Si, 5.469, 8.2035, 0.6835
Si, 4.1198, 1.3692, 2.0673
Si, 9.5625, 1.3561, 2.0722
Si, 1.3425, 4.1357, 2.0178
Si, 6.8453, 4.0834, 2.0656
Si, 4.0813, 6.8655, 2.0179
Si, 9.5684, 6.8344, 2.0486
Si, 1.3821, 9.5643, 2.0531
Si, 6.8293, 9.5936, 2.0682
Si, 0.0344, -0.0052, 3.4126
Si, 5.4803, 0.0137, 3.5046
Si, 2.7868, 2.8517, 3.3337
Si, 8.1839, 2.6946, 3.4927
Si, 0.0008, 5.4756, 3.4291
Si, 5.4246, 5.4779, 3.3353
Si, 2.7702, 8.223, 3.4424
Si, 8.2018, 8.2035, 3.398
Si, 1.4574, 1.4352, 4.6683
Si, 6.9085, 1.2636, 4.9603
P, 4.2259, 4.0615, 4.6541
Si, 9.6112, 4.0492, 4.7884
Si, 1.4261, 6.814, 4.7753
Si, 6.7916, 6.8296, 4.7249
Si, 4.1666, 9.532, 4.8688
Si, 9.6225, 9.5019, 4.7836
Si, 2.8126, 0.107, 6.0568
Si, 8.2731, -0.1523, 6.2856
Si, 0.0688, 2.6606, 6.1257
P, 6.0005, 2.2018, 6.8471
Si, 2.8972, 5.3867, 5.9559
Si, 8.116, 5.3852, 6.013
Si, 0.0475, 8.1338, 6.1624
Si, 5.5495, 8.1523, 6.2816
Si, 3.9793, 1.4703, 7.6484
Si, 9.8611, 1.0958, 7.4945
Si, 1.8088, 3.7715, 7.2525
Si, 6.6835, 4.274, 7.5363
Si, 4.3896, 6.4857, 7.4863
Si, 9.3655, 6.8366, 7.3522
Si, 1.1925, 9.9008, 7.2918
Si, 7.2231, 9.1367, 7.6985
O, 8.3507, 7.9645, 7.9798
O, 2.9568, 2.744, 7.8429
O, 9.5242, 1.3518, 24.2596
O, 4.0556, 6.8658, 24.1171
O, 0.0846, -0.0028, 7.9859
O, 5.454, 5.2989, 7.9697
O, 6.8518, 9.5673, 24.1928
O, 1.3705, 4.0567, 24.1587
O, 3.7339, 7.1596, 8.8736
O, 1.2529, 4.5177, 8.5924
O, 9.8861, 5.8907, 8.6093
O, 2.2418, 9.3554, 8.4367
O, 7.5223, 3.9439, 8.9226
O, 4.2886, 0.8917, 9.1706
O, 6.7767, 9.5137, 9.2375
O, 9.2135, 1.8285, 8.8227
O, 7.711, 3.1508, 23.5118
O, 10.4999, 5.8406, 23.4379
O, 5.0979, 0.4367, 23.3996
O, 5.8651, 5.0914, 23.3438
O, 3.1081, 2.2035, 23.2628
O, 2.2977, 8.7148, 23.2219
O, 8.6158, 7.7449, 23.3824
O, 0.241, 10.3452, 23.5721
Si, 4.3974, 1.5661, 22.4615
Si, 3.5204, 7.8846, 14.0269
Si, 7.1391, 0.9385, 14.6547
Si, 0.9488, 9.3514, 22.5142
Si, 1.186, 4.2592, 11.8376
Si, 6.2929, 8.9344, 15.3102
Si, 0.7375, 1.3223, 12.2878
Si, 8.6437, 4.9373, 20.5022
Si, 0.4001, 5.6849, 9.3067
Si, 5.1407, 3.11, 17.9562
Si, 0.9286, 3.7318, 16.7504
Si, 10.4293, 2.831, 19.2248
Si, 5.3059, 1.1319, 10.4508
Si, 0.9131, 0.1628, 19.8353
Si, 6.6794, 9.4021, 10.877
Si, 9.3731, 9.657, 18.3092
Si, 9.4412, 9.1915, 12.559
Si, 6.5767, 3.8431, 22.575
Si, 2.4331, 8.0358, 9.3568
Si, 10.6244, 7.3423, 17.0721
Si, 2.5495, 6.2611, 16.5851
Si, 10.2084, 4.4594, 14.1884
Si, 6.1716, 9.166, 18.5073
Si, 8.0052, 2.5611, 9.6499
Si, 8.9471, 2.0997, 12.4834
Si, 5.3711, 6.2289, 18.0676
Si, 3.9524, 0.5394, 19.4633
Si, 4.2706, 3.8053, 12.0821
Si, 5.5689, 6.548, 12.1362
Si, 8.0429, 2.4847, 17.2188
Si, 4.3862, 2.4679, 14.9805
Si, 1.5835, 1.1892, 15.2577
Si, 1.6239, 9.3701, 12.0228
Si, 8.0824, 6.8142, 13.8564
Si, 10.4183, 9.8042, 15.4741
Si, 9.8094, 7.0081, 22.5443
Si, 8.1358, 5.4642, 17.3968
O, 6.0773, 7.8912, 11.2706
O, 6.0472, 9.1714, 16.8904
O, 7.7286, 1.3118, 13.1867
O, 0.9974, 1.7296, 13.8439
O, 9.4431, 6.2522, 16.8693
O, 6.7895, 6.1646, 13.1342
O, 5.1599, 4.6487, 18.6198
O, 9.2655, 2.1355, 18.2653
O, 2.3961, 0.0834, 19.0701
O, 9.4409, 10.2016, 16.7461
O, 2.7953, 4.4081, 11.6996
O, 5.0973, 10.3054, 19.0978
O, 9.4802, 3.1506, 13.5821
O, 0.484, 1.7506, 19.957
O, 3.2045, 1.3263, 15.1197
O, 8.1907, 5.3591, 19.011
O, 3.9255, 6.5918, 17.3975
O, 4.6345, 3.2614, 16.3971
O, 9.0721, 5.6133, 14.3058
O, 5.4555, 2.7572, 22.1255
O, 10.7484, 4.1922, 15.6851
O, 0.3738, 3.8503, 18.2818
O, 10.4571, 10.5053, 19.1952
O, 9.6777, 9.9725, 14.017
O, 10.9041, 8.1224, 22.0883
O, 1.1973, 2.1444, 16.5147
O, 9.7507, 3.7347, 20.409
O, 8.1783, 4.0099, 16.6726
O, 0.0099, 9.0571, 11.8898
O, 6.6279, 2.4144, 18.032
O, 5.6004, 10.6322, 11.2429
O, 7.7837, 9.5747, 18.8292
O, 10.0868, 0.9682, 12.0918
O, 1.1103, 7.1308, 9.155
O, 0.617, 4.7372, 13.2948
O, 5.7471, 7.6044, 18.982
O, 5.2538, 5.0274, 11.5363
O, 2.7443, 6.9447, 15.1179
O, 0.9437, 2.6876, 11.4321
O, 0.8899, 10.6663, 15.5321
O, 2.4909, 8.5818, 10.884
O, 4.6836, 2.3649, 11.3679
O, 4.2154, 3.5179, 13.7192
O, 2.2675, 4.6453, 16.5165
O, 10.7565, 8.222, 15.6943
O, 6.9334, 10.2742, 14.6708
O, 2.3753, 8.9025, 13.4121
O, 8.0353, 1.4944, 15.9158
O, 4.1564, 6.9495, 12.8542
O, 4.2127, 1.9951, 18.7286
O, 7.3052, 4.408, 21.2498
O, 8.5406, 2.9309, 11.1464
O, 1.2071, 6.8205, 17.358
O, 5.6879, 1.5938, 14.6978
O, 8.1693, 9.6941, 11.5909
O, 9.2179, 6.2758, 21.2251
O, 9.0146, 7.6579, 12.8479
O, 1.7061, 0.0753, 11.8644
O, 6.6669, 6.1205, 17.0516
O, 7.4319, 7.7819, 15.0192
O, 1.2329, 10.2783, 21.2123
O, 10.0743, 8.1824, 18.3503
O, 3.9692, 0.8322, 21.0773
O, 0.3278, 5.2395, 10.8555
O, 6.7549, 1.5531, 9.8491
O, 4.8059, 8.6635, 14.6782

Results
free energy: -135976.195 eV
free energy less fixed offsets of O -568.88, P -755.39, Si -635.61 eV per atom: -1.305 eV

Forces (eV/angstrom), in the order of the atoms: element, x, y, z
Si, 0.0011, -0.0023, 0.0112
Si, 0.0046, -0.0029, 0.0023
Si, -0.001, 0.0026, 0.0048
Si, 0.0019, -0.0018, -0.0003
Si, 0.0043, -0.0009, 0.0013
Si, -0.0044, -0.0001, 0.0027
Si, 0.0014, -0.0077, 0.0106
Si, 0.0008, 0.0008, 0.0063
Si, 0.0021, -0.0001, 0.0012
Si, -0.0007, -0.0007, 0.0006
Si, -0.0003, 0.0005, 0.0006
Si, -0.0026, 0.0029, 0.0034
Si, 0.0014, 0.0006, 0.002
Si, 0.0026, 0.0002, 0.0023
Si, -0.0037, -0.0001, 0.0034
Si, -0.0025, -0.0032, 0.0009
Si, -0.0012, -0.0006, -0.0112
Si, -0.0048, -0.0045, 0.0265
Si, 0.0037, 0.0041, 0.0238
Si, 0.0027, -0.0032, -0.0065
Si, 0.002, 0.0031, 0.007
Si, 0.0012, -0.003, -0.0095
Si, 0.0013, -0.0021, -0.0094
Si, -0.0035, -0.0022, 0.0149
Si, 0.0065, -0.0076, 0.0114
Si, -0.0071, -0.0013, -0.0246
Si, -0.0002, -0.006, -0.0177
Si, 0.0086, -0.0022, 0.0119
Si, -0.004, 0.0008, -0.0136
Si, 0.0028, 0.0042, 0.0109
Si, -0.0037, 0.0001, 0.0142
Si, 0.02, 0.0104, -0.0272
Si, 0.0073, -0.0056, 0.0068
Si, -0.014, -0.0029, 0.0028
Si, -0.0071, -0.0063, 0.0068
Si, 0.0084, 0.0085, -0.001
Si, -0.0032, -0.0022, 0.0058
Si, 0.0082, 0.0015, 0.0054
Si, 0.0073, 0.0045, 0.0022
Si, 0.001, -0.0061, 0.0084
Si, 0.0752, -0.0383, -0.0028
Si, -0.0596, 0.0969, -0.0483
Si, 0.0538, -0.0579, -0.0127
Si, -0.1067, 0.0289, -0.0521
Si, -0.0637, 0.0602, -0.091
Si, 0.0405, -0.1004, 0.0298
Si, -0.0917, 0.0714, -0.0445
Si, 0.0418, -0.079, -0.0026
Si, 0.0714, 0.0217, 0.1471
Si, -0.0177, 0.0093, 0.0373
Si, -0.2074, -0.0881, 0.0427
Si, 0.1588, -0.1161, 0.066
Si, -0.1298, 0.1926, -0.2688
Si, 0.03, -0.1388, 0.1078
Si, 0.083, -0.0802, 0.0797
Si, 0.0766, 0.245, -0.0428
Si, -0.0008, -0.0075, 0.0141
Si, 0.0171, 0.0148, 0.009
Si, 0.0599, -0.0191, 0.024
Si, 0.0128, -0.0058, 0.0126
Si, 0.0184, -0.0668, 0.038
Si, -0.0124, -0.0017, 0.0098
Si, 0.0037, 0.017, 0.0052
Si, -0.0102, -0.0167, -0.0003
Si, -0.0088, -0.001, -0.0059
Si, 0.0342, -0.0045, -0.0629
Si, -0.0472, 0.0131, -0.0217
Si, 0.0194, -0.0396, -0.0635
Si, 0.0046, 0.0205, -0.03
Si, -0.0328, 0.0468, -0.0082
Si, -0.0416, -0.0284, -0.0351
Si, 0.0084, -0.006, -0.0098
Si, -0.0233, -0.0061, -0.0024
Si, -0.1018, 0.1099, 0.1998
P, -0.0971, 0.1009, 0.073
Si, 0.0065, -0.011, 0.0206
Si, 0.0194, -0.0106, 0.0735
Si, -0.0099, 0.0019, 0.0025
Si, 0.0068, -0.0132, 0.0359
Si, 0.0005, -0.0169, 0.0885
Si, -0.0075, 0.0333, 0.0188
Si, -0.0152, 0.0252, -0.0283
Si, 0.003, -0.0026, 0.0137
P, 0.1852, -0.2401, -0.1706
Si, -0.0258, 0.0233, -0.0669
Si, -0.0141, 0.0102, 0.0192
Si, -0.0051, 0.0161, -0.0536
Si, 0.0085, -0.0026, 0.0075
Si, 0.1067, 0.1363, -0.0952
Si, 0.0111, -0.003, -0.0427
Si, -0.0101, 0.0002, -0.0435
Si, -0.0858, -0.0554, -0.0986
Si, 0.0309, 0.0007, -0.0305
Si, 0.04, 0.0097, -0.0325
Si, -0.0118, -0.0247, -0.0395
Si, 0.0067, 0.014, -0.0201
O, -0.0096, 0.0159, 0.0025
O, -0.024, -0.0034, 0.0008
O, -0.0016, 0.0016, 0.0016
O, 0.0015, 0.0008, -0.003
O, -0.0055, -0.0025, 0.0136
O, -0.0318, 0.0498, -0.0057
O, -0.0009, 0.0011, 0.0013
O, -0.0018, -0.0016, 0.0012
O, 0.0033, -0.0117, -0.0122
O, -0.0112, 0.0182, -0.0053
O, 0.0063, -0.0036, 0.0183
O, 0.0051, -0.0166, 0.0308
O, -0.0061, -0.0147, 0.0008
O, 0.0065, -0.0284, -0.0152
O, -0.0068, 0.0033, 0.0251
O, -0.0022, 0.0213, 0.0269
O, -0.0035, 0.0026, -0.0042
O, -0.0035, 0.0039, -0.0034
O, -0.0028, 0.0024, -0.001
O, 0.0048, -0.0038, -0.0003
O, 0.0042, -0.0041, -0.0023
O, -0.0051, 0.0048, -0.0036
O, 0.0038, -0.0031, -0.0043
O, 0.0023, -0.0015, -0.0101
Si, -0.0009, 0.0012, 0.0021
Si, -0.0006, -0.0032, 0.0107
Si, -0.0068, 0.0039, 0.0107
Si, 0.0021, -0.0036, 0.0007
Si, 0.005, -0.0014, 0.0019
Si, 0.001, -0.0001, 0.0087
Si, 0.0056, 0.007, 0.0037
Si, -0.0013, 0.0022, 0.0027
Si, -0.0082, 0.0024, 0.0021
Si, 0.0001, -0.0025, 0.0056
Si, 0.0007, 0.0007, 0.0026
Si, -0.0003, -0.0003, 0.0028
Si, 0.0274, 0.0086, 0.038
Si, 0.0026, -0.0032, -0.001
Si, 0.0031, -0.0108, -0.0061
Si, 0.002, 0.0014, 0.0045
Si, -0.0016, 0.0024, 0.0105
Si, 0, -0.0004, -0.0005
Si, -0.0062, 0.0204, 0.0028
Si, -0.0022, -0.0002, 0.0047
Si, 0.0018, -0.0006, 0.0051
Si, -0.0026, -0.0086, 0.0144
Si, -0.0005, 0.0003, 0.0041
Si, 0.0256, -0.0543, 0.0219
Si, 0.0046, 0.0049, 0.0179
Si, 0.0017, 0.0006, 0.0016
Si, -0.0013, -0.003, 0.0044
Si, 0.0031, 0.0019, 0.0035
Si, 0.0015, -0.0036, 0.0021
Si, -0.0011, 0.0002, 0.0053
Si, 0.0107, -0.0034, 0.0044
Si, -0.0036, 0.0004, 0.0101
Si, 0.0049, 0.0009, 0.0057
Si, 0.0028, -0.0006, 0.0099
Si, -0.0019, -0.0019, 0.0078
Si, 0.0001, -0.0014, 0.0023
Si, 0.0006, -0.0007, 0.0056
O, -0.0012, 0.0088, -0.0001
O, 0.0018, -0.0005, -0.0059
O, 0.0033, 0.0043, -0.0066
O, -0.0019, -0.0003, -0.0081
O, 0.0016, 0.0004, 0.0001
O, -0.0042, -0.002, -0.0041
O, -0.0002, 0.0003, 0.0036
O, -0.002, -0.0002, 0.0009
O, 0.0006, 0.0007, 0.003
O, 0.0019, 0.0007, -0.0029
O, -0.0014, -0.0005, 0.0028
O, 0.0019, -0.0016, 0.0032
O, 0.004, 0.0078, -0.0058
O, -0.0003, 0.0019, 0.0046
O, 0.0023, 0.0011, -0.0006
O, -0.0008, 0.0008, -0.0028
O, -0.0026, -0.0008, 0.0017
O, 0.0013, -0.005, -0.0088
O, 0.0025, -0.0051, -0.0016
O, -0.0007, -0.0006, 0.0022
O, -0.0015, 0.0028, -0.0124
O, 0.0028, 0.0025, -0.0005
O, -0.0032, -0.0013, 0.0019
O, -0.0002, -0.0006, -0.0038
O, 0.0013, 0.0005, 0.0036
O, 0.0016, -0.0016, -0.0007
O, 0.0018, -0.0019, 0.003
O, 0.0005, -0.0016, -0.0001
O, 0.0016, -0.0013, 0.005
O, 0.0041, 0.0006, 0.0007
O, 0.0012, 0.0043, -0.0065
O, 0.0001, -0.001, 0.0035
O, -0.0052, 0.0055, -0.0005
O, -0.0095, -0.0207, 0.0027
O, -0.0051, -0.0024, 0.0038
O, 0.0006, -0.0012, 0.0041
O, 0, -0.0041, 0.0048
O, 0.0014, 0.002, -0.0026
O, 0.0012, -0.001, 0.0024
O, 0.0017, 0.0017, -0.0012
O, 0.0027, -0.0016, 0.002
O, -0.0012, -0.0089, -0.001
O, 0.0022, -0.004, 0.0028
O, -0.002, -0.0009, 0.0025
O, 0.0017, 0.0031, -0.0008
O, -0.001, 0.0027, -0.0022
O, -0.0028, 0.0011, -0.0019
O, -0.003, -0.0016, -0.0038
O, 0.0014, -0.0005, -0.0018
O, 0.0039, 0.0045, 0.0001
O, 0.0033, 0.0017, 0.0003
O, -0.0144, 0.0002, -0.0262
O, 0.0015, -0.0022, 0.0017
O, -0.0018, 0.0032, -0.0006
O, -0.0037, 0.0003, -0.0018
O, -0.002, -0.0042, -0.0001
O, 0.0023, 0.0017, -0.0031
O, 0.0028, 0.0005, 0.0006
O, -0.0004, 0.0005, 0.0019
O, 0.0004, 0.0004, 0.0005
O, 0.0012, 0.0046, -0.0015
O, 0.0002, -0.0011, 0.0011
O, -0.0008, -0.002, -0.0021
O, -0.0008, -0.0039, -0.0037
O, -0.019, 0.0173, 0.0339
O, -0.0016, 0.0009, -0.0015

The program warned: the cutoff lies below the one the program advises for these potential files; the exchange-correlation potential is rough where the density is thin.
